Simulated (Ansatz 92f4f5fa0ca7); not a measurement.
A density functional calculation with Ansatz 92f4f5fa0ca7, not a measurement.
Periodic cell of 192 atoms, Si128O64, from a study of silicon, its oxide and their interface. The atomic structure is a simulated model.
This geometry differs little from another in the collection (a relaxation step or a small displacement).

Settings
functional: r2SCAN
potential files: Ansatz PAW
basis: plane waves
wave-function cutoff: 800 eV
density cutoff ratio: 5
exchange-correlation grid ratio: 1
k mesh: 1 x 1 x 1, shifted by 0.5 0.5 0 of a step
self-consistency stop: 1e-10 eV per atom in the density residual
occupations: fixed
spin: none
net charge: 0

Cell vectors (angstrom)
a, 10.887, 0, 0
b, 0, 10.887, 0
c, 0, 0, 28.0121

Atoms and the computed forces on them: element, x, y, z (angstrom), force x, y, z (eV/angstrom)
Si, -0.2806, 0.5522, -0.0676, -0.0131, -0.0269, 0.1751
Si, 2.9708, 2.537, -0.0694, 0.0029, 0.0268, 0.1874
Si, -0.1167, 5.8307, 0.3444, -0.056, 0.0029, 0.1652
Si, 2.7814, 7.885, 0.0774, 0.0566, 0.0096, 0.1321
Si, 5.1063, 0.2449, 0.0966, -0.0205, 0.0121, 0.144
Si, 8.2169, 2.6209, 0.0931, 0.0624, -0.0064, 0.1294
Si, 5.2603, 5.8867, -0.0766, -0.0601, 0.0067, 0.1327
Si, 8.4943, 8.0604, 0.0562, 0.0404, -0.006, 0.1463
Si, 1.3461, 1.5145, 1.321, 0.0236, -0.0188, 0.0013
Si, 4.1322, 4.1795, 1.1976, 0, 0.0188, 0.0072
Si, 1.4067, 6.8941, 1.68, -0.0341, -0.0423, 0.0225
Si, 3.9133, 9.5666, 1.3395, 0.0348, 0.0282, -0.0147
Si, 6.7172, 1.3973, 1.3918, -0.0038, 0.0063, 0.0073
Si, 9.4498, 4.1846, 1.3726, 0.0105, 0.0229, 0.0054
Si, 6.8061, 6.9663, 1.3294, -0.0052, 0.0026, 0.0255
Si, 9.5995, 9.7056, 1.2762, -0.0068, 0.0286, 0.0105
Si, -0.0169, 2.8391, 2.7162, -0.0037, 0.0009, 0.0251
Si, 2.6048, 0.0594, 2.7146, 0.0062, -0.0004, 0.0362
Si, -0.0035, 8.3664, 2.7878, 0.0038, -0.0393, 0.0479
Si, 2.7921, 5.4011, 2.7711, -0.0599, 0.0487, 0.0197
Si, 5.4142, 2.8349, 2.6925, -0.0012, -0.0075, 0.0205
Si, 8.15, 0.0482, 2.6949, 0.0013, -0.01, 0.0237
Si, 5.4069, 8.2827, 2.6918, 0.0008, -0.0044, 0.0222
Si, 8.0872, 5.532, 2.7254, 0.0051, 0.0145, 0.0081
Si, 1.3717, 4.1066, 4.1189, 0.0147, 0.0216, 0.0051
Si, 4.0463, 1.4193, 4.023, -0.0083, -0.0007, -0.0109
Si, 1.34, 9.6308, 4.1797, -0.0107, 0.0003, -0.0134
Si, 4.124, 6.8358, 4.0753, -0.0078, 0.0018, -0.0257
Si, 6.777, 4.1427, 4.0981, 0.0199, -0.0188, -0.0101
Si, 9.5222, 1.4157, 4.0532, -0.0064, -0.0114, -0.0178
Si, 6.7955, 9.5799, 4.0762, -0.0117, 0.0052, -0.0126
Si, 9.5023, 6.8941, 4.0499, 0.021, 0.008, -0.0222
Si, -0.0417, 0.0689, 5.4909, 0.0125, -0.0238, 0.0159
Si, 2.7101, 2.7211, 5.4592, -0.0265, -0.0109, 0.0032
Si, -0.0101, 5.5037, 5.4146, -0.0023, -0.0044, 0.0127
Si, 2.7274, 8.1881, 5.4326, -0.0096, 0.025, 0.013
Si, 5.4224, 0.0554, 5.4079, -0.0014, 0.0002, 0.007
Si, 8.1564, 2.7564, 5.4246, 0.0004, 0.0187, 0.0163
Si, 5.4414, 5.4797, 5.4768, -0.0092, -0.0088, -0.0018
Si, 8.1362, 8.1935, 5.4446, -0.0038, 0.0038, 0.0021
Si, 1.3674, 1.3692, 6.8345, -0.0093, 0.0054, 0.0182
Si, 4.0816, 4.0822, 6.8091, 0.0023, 0.0123, 0.0131
Si, 1.3646, 6.8221, 6.7962, 0.0055, -0.0003, 0.0087
Si, 4.0951, 9.5408, 6.789, 0.0003, -0.014, -0.0022
Si, 6.8032, 1.3753, 6.7885, -0.0008, -0.004, 0.0087
Si, 9.5363, 4.102, 6.7839, 0.0106, 0.0003, 0.0068
Si, 6.8202, 6.8093, 6.8236, 0.0021, -0.0003, 0.0108
Si, 9.5073, 9.532, 6.8124, 0.0036, 0.0169, 0.0123
Si, 0.0004, 2.7203, 8.1604, 0.0285, -0.0092, 0.0043
Si, 2.7264, -0.0175, 8.1753, -0.0216, 0.0014, -0.0012
Si, -0.0099, 8.1516, 8.1655, -0.0122, 0.0039, 0.0048
Si, 2.7124, 5.4353, 8.1579, -0.0116, -0.0055, 0.0048
Si, 5.4477, 2.7097, 8.168, -0.0141, 0.0078, 0.0023
Si, 8.1447, -0.0109, 8.1653, 0.0096, -0.0209, -0.0001
Si, 5.4447, 8.1592, 8.1563, -0.004, 0.0014, 0.0027
Si, 8.1704, 5.4252, 8.1727, -0.0016, 0.0225, 0.0057
Si, 1.3759, 4.0478, 9.5186, -0.0111, 0.0075, -0.0089
Si, 4.1076, 1.3261, 9.537, 0.0093, -0.006, -0.0079
Si, 1.3616, 9.4936, 9.5231, 0.0197, -0.0158, -0.015
Si, 4.1056, 6.7674, 9.5114, -0.005, 0.0122, -0.0095
Si, 6.8228, 4.0414, 9.5363, 0.0177, -0.0082, -0.0135
Si, 9.5442, 1.3217, 9.5101, 0.0042, 0.0139, -0.009
Si, 6.8076, 9.4863, 9.5281, -0.0038, -0.0047, -0.0071
Si, 9.5382, 6.7612, 9.5398, 0.0099, -0.0179, -0.0053
Si, -0.0075, -0.0578, 10.8962, 0.0056, 0.0013, -0.021
Si, 2.7438, 2.6903, 10.8863, -0.0063, 0.0055, -0.0169
Si, -0.0081, 5.3474, 10.8881, 0.0152, 0.0163, -0.0141
Si, 2.736, 8.1181, 10.8541, -0.0142, -0.008, -0.0126
Si, 5.4659, -0.0551, 10.9014, 0.0008, 0.0142, -0.0144
Si, 8.1975, 2.6596, 10.8812, -0.0104, -0.0058, -0.0135
Si, 5.4475, 5.384, 10.8949, -0.0044, 0.0075, -0.0044
Si, 8.1523, 8.1031, 10.8933, -0.0005, -0.0058, -0.0083
Si, 1.3801, 1.315, 12.2169, 0.0183, 0.0052, 0.0026
Si, 4.1157, 4.009, 12.289, 0.0177, -0.0053, 0.0015
Si, 1.4002, 6.6993, 12.1645, -0.0392, 0.0043, -0.0066
Si, 4.0894, 9.4584, 12.2358, -0.0088, 0.004, 0.0326
Si, 6.8802, 1.2748, 12.2425, -0.0075, 0.0151, 0.0186
Si, 9.5468, 3.9645, 12.2943, 0.0265, 0.009, 0.0245
Si, 6.827, 6.7004, 12.267, -0.014, -0.007, 0.0034
Si, 9.5077, 9.4474, 12.2602, 0.0151, -0.0139, 0.0227
Si, 0.039, 2.5833, 13.6642, -0.0144, 0.0043, -0.034
Si, 2.738, -0.0303, 13.5657, 0.0085, -0.0265, -0.0399
Si, 0.0059, 7.9916, 13.4894, 0.0365, 0.0101, -0.0465
Si, 2.7026, 5.3793, 13.6046, 0.0162, -0.006, -0.0383
Si, 5.5452, 2.6197, 13.6017, -0.0305, -0.0144, -0.0471
Si, 8.185, -0.0808, 13.6846, 0.0294, -0.0319, -0.0294
Si, 5.429, 8.0564, 13.5817, 0.023, -0.0059, -0.055
Si, 8.1672, 5.2966, 13.6568, 0.0014, 0.0248, -0.0319
Si, 1.3917, 3.9857, 14.9906, 0.0339, 0.005, 0.0115
Si, 4.1945, 1.2586, 14.9373, -0.0015, 0.0491, -0.0301
Si, 1.3465, 9.3901, 14.7522, -0.0147, 0.0012, -0.0206
Si, 4.0891, 6.6988, 14.9701, -0.0187, -0.022, 0.0107
Si, 6.8706, 3.8914, 15.086, -0.0171, 0.0322, -0.0224
Si, 9.6428, 1.1808, 15.1083, -0.0156, -0.0186, 0.0083
Si, 6.7675, 9.391, 14.9609, 0.0138, -0.0111, 0.0161
Si, 9.621, 6.6251, 14.934, -0.0448, 0.0215, 0.0064
Si, -0.1799, -0.618, 16.2891, -0.0149, 0.0735, -0.2031
Si, 3.0804, 2.8756, 16.1679, -0.0031, 0.0022, -0.1797
Si, -0.2046, 5.0371, 16.3655, -0.0306, -0.0271, -0.1524
Si, 2.8608, 8.3224, 16.1348, 0.0647, 0.0096, -0.1743
Si, 5.1873, -0.3936, 16.3264, -0.0234, -0.0426, -0.1608
Si, 8.4904, 2.7119, 16.4394, 0.024, 0.0228, -0.1401
Si, 5.2474, 5.114, 16.2664, -0.0143, -0.0469, -0.1748
Si, 8.3673, 8.1557, 16.1348, 0.0273, 0.0119, -0.1616
Si, -0.7872, 27.2784, 24.9861, 0.0281, 0.0167, 0.0162
Si, 32.8931, -19.0314, 20.8183, -0.016, 0.0166, -0.0211
Si, -3.5125, 4.593, 25.9514, -0.0123, -0.0062, 0.0706
Si, 8.0347, -5.5192, 20.2337, 0.0179, 0.0048, -0.0289
Si, 3.8945, 24.8044, 21.4082, -0.0403, -0.0175, -0.0193
Si, -4.384, 23.5748, 21.8794, 0.0205, 0.0011, -0.0079
Si, 0.209, 10.9341, 24.8755, -0.0206, 0.0055, 0.1519
Si, -20.7278, -2.134, 18.4793, -0.0032, 0.033, -0.0894
Si, -24.8463, -16.3656, 23.2491, -0.0038, -0.0209, 0.0569
Si, -7.964, -15.3516, 24.0147, 0.0143, -0.0025, 0.0634
Si, 10.9045, 6.229, 19.2389, -0.0497, -0.0196, -0.0828
Si, -13.5717, 0.3187, 23.6913, -0.0084, -0.043, 0.0683
Si, 8.2102, 24.3837, 19.4376, 0.0348, 0.0209, -0.0748
Si, -5.1539, 7.6564, 23.6083, 0.0038, 0.0173, 0.0391
Si, 12.6301, 16.0327, 21.4961, -0.0194, -0.0001, 0.0109
Si, 35.1796, 2.0346, 19.0839, 0.0311, -0.0143, -0.0877
Si, 23.3668, 26.2274, 25.9968, -0.0237, -0.0121, 0.073
Si, 24.4897, -11.6027, 20.3688, 0.0312, -0.0065, -0.0827
Si, 1.0898, -13.6853, 25.4286, 0.039, 0.0017, 0.1082
Si, 5.5545, -1.2112, 19.0961, -0.0201, 0.0208, -0.0943
Si, 6.5473, -25.68, 18.3497, -0.0208, 0.0015, -0.0876
Si, 1.8667, -31.688, 22.5533, -0.0185, -0.0017, -0.0214
Si, 39.1895, -22.7738, 21.7518, -0.0339, -0.0107, -0.0286
Si, 17.6278, 31.2846, 25.8777, 0.0144, -0.0254, 0.0893
O, -1.4943, 20.2305, -11.4548, -0.0252, -0.007, 0.0913
O, -10.8312, 39.5096, -2.7221, -0.0286, -0.0215, -0.0114
O, -8.6057, 13.9912, -1.4524, -0.0071, 0.0279, -0.1145
O, 0.2834, -12.4448, -3.1917, -0.0229, -0.0058, -0.0517
O, -16.0055, -0.623, -1.1022, 0.0198, -0.0368, -0.0822
O, 22.1143, 0.3717, -1.5613, 0.023, 0.0074, -0.1291
O, 0.55, 23.1974, -6.3113, -0.0207, -0.0337, 0.0084
O, -5.0395, 8.5028, -3.0296, -0.0218, -0.014, -0.0127
O, 13.3052, 7.8493, -3.4599, -0.004, 0.0027, -0.0287
O, 23.8339, 7.9268, -10.5111, -0.0124, -0.0379, 0.0664
O, 10.6969, -3.1068, -9.1804, -0.0269, 0.0081, 0.0452
O, 36.5315, -19.3027, -8.1367, 0.0338, 0.0143, 0.0258
O, 13.6105, -5.6029, -2.8394, 0.0324, 0.0054, -0.0305
O, 22.3396, 4.0399, -6.2701, -0.0263, -0.0006, 0.0192
O, 0.9849, 5.2512, -0.7343, 0.0354, -0.029, -0.0854
O, 8.2032, -30.6325, -10.094, -0.0218, -0.0327, 0.0904
O, 17.942, -4.3075, 19.8276, -0.0055, -0.0016, 0.0329
O, 9.3998, -5.3097, 23.5404, 0.0225, -0.0053, 0.0043
O, -6.6495, -22.7999, 19.9905, -0.0104, -0.0082, 0.0545
O, 20.245, 12.4473, 27.6309, -0.0101, -0.0272, -0.0833
O, -12.0412, 11.4048, 24.144, -0.0134, 0.0301, -0.05
O, -3.2787, 1.7242, 23.0861, 0.0198, 0.0502, 0.0258
O, 5.795, -16.0284, 17.6541, 0.0263, 0.0164, 0.1052
O, 0.5747, 10.137, 17.7504, 0.0012, -0.0296, 0.1527
O, 28.9083, -6.4722, 24.3528, -0.0085, -0.0104, -0.0629
O, -9.441, -10.1565, 24.0882, 0.0312, 0.0105, -0.0104
O, 5.6853, -0.1256, 17.882, 0.0278, -0.0021, 0.1104
O, 22.0824, 16.3454, 17.8452, 0.0115, 0.0016, 0.1063
O, -8.4026, -11.283, 21.933, -0.0115, -0.0033, 0.0421
O, -3.0507, -3.4827, 17.4776, 0.0084, -0.0192, 0.043
O, 23.5417, -1.9147, 19.9, 0.0163, 0.007, 0.0322
O, 4.1175, 4.0193, 16.701, -0.0031, -0.0097, 0.0958
O, 9.5824, 5.7577, 20.0316, 0.0255, -0.0048, 0.0292
O, -5.2392, -13.0949, 22.3587, -0.0066, 0.0141, -0.036
O, 23.0347, 13.8001, 19.5743, -0.0114, 0.0085, 0.0357
O, 20.4174, -6.9509, 16.7118, -0.0136, -0.0109, 0.0743
O, 2.9845, 13.0212, 22.4148, 0.0038, 0.0191, 0.0101
O, -9.1954, 30.101, 26.9287, -0.0318, 0.0206, -0.0908
O, 7.1034, -4.0499, 23.4086, 0.0124, 0.0112, -0.0015
O, 18.7732, 19.5338, 26.6546, -0.0345, 0.0171, -0.064
O, -6.8244, 23.1531, 27.512, 0.0144, -0.0188, -0.0585
O, 12.8123, 6.0786, 22.7924, -0.0213, 0.0045, -0.0289
O, 18.5823, 15.0163, 19.2671, -0.0112, 0.005, 0.0045
O, 5.5141, 8.2034, 18.4332, -0.0183, 0.0058, 0.0133
O, 15.3663, 6.6279, 23.622, 0.0069, -0.0207, -0.0116
O, 2.571, 2.111, 17.4973, -0.0209, -0.0327, 0.0861
O, 7.4739, -7.6893, 26.7607, -0.0426, 0.0215, -0.0697
O, -4.1057, -1.1717, 20.1569, 0.0515, 0.0006, 0.0436
O, 11.1577, -6.6314, 25.0588, -0.0162, -0.0091, -0.044
O, 4.0046, -3.9858, 27.5166, 0.0353, -0.0018, -0.0538
O, 7.9569, -0.8101, 22.5261, 0.0371, -0.0177, -0.0237
O, 7.4027, 10.6842, 24.9947, 0.0214, 0.0312, -0.0522
O, -19.5406, 0.5249, 19.4845, -0.0339, 0.0105, 0.0179
O, 18.1093, 12.7061, 20.4279, -0.038, -0.046, 0.0072
O, -9.5861, -4.881, 20.2017, 0.035, 0.0234, 0.0253
O, 3.2286, 4.496, 21.3332, 0.021, -0.0005, -0.0008
O, 7.709, 15.7676, 21.7383, -0.0047, -0.0256, 0.0239
O, 3.8962, -12.257, 16.5407, -0.0002, 0.0163, 0.0845
O, -1.1523, -14.7691, 27.8151, 0.0095, 0.0118, -0.0902
O, -5.1845, 11.2765, 21.9788, -0.0055, -0.0125, 0.0074
O, -5.4706, -7.8848, 21.963, 0.0137, 0.0189, 0.0274
O, 19.7459, 5.2895, 26.0428, 0.0123, 0.0227, -0.0142
O, 20.5377, -8.2551, 20.1822, 0.0139, 0.0055, 0.0255
O, 27.9123, 5.4425, 26.5996, 0.0298, -0.0124, -0.0546

Results
free energy: -118374.646 eV
free energy less fixed offsets of O -570.45, Si -639.56 eV per atom: -2.166 eV

The program warned: the cutoff lies below the one the program advises for these potential files; the forces do not sum to zero within the program's tolerance; empty levels may hold ghost states of the PAW files; the exchange-correlation potential is rough where the density is thin.
